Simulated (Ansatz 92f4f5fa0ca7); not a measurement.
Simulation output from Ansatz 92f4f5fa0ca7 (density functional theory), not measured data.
Periodic cell of 223 atoms, Si133O90, from a study of silicon, its oxide and their interface. The atomic structure is a simulated model.
Doubt: the cutoff is low for norm-conserving oxygen, so forces and energies are approximate.

Settings: functional HSE06; potential files SPMS norm-conserving; basis plane waves; wave-function cutoff 800 eV; density cutoff ratio 4; exchange-correlation grid ratio 1; k mesh 1 x 1 x 1, Gamma-centred; occupations fixed; spin none; net charge 0.

Cell vectors (angstrom)
a	10.938	0	0
b	0	10.938	0
c	0	0	32.7175

Atoms: element, x, y, z (angstrom)
Si	0.2287	-0.3042	25.4424
Si	4.9325	0.3481	25.1924
Si	2.8668	2.8011	25.5739
Si	8.0418	2.9987	25.162
Si	-0.5048	5.5744	25.0902
Si	5.7326	5.1762	25.1971
Si	2.3827	8.4241	25.5266
Si	8.3843	7.9859	25.2136
Si	1.2524	1.493	26.6316
Si	6.8146	1.3329	26.3534
Si	4.2109	4.2098	26.7427
Si	9.4437	4.1331	26.6375
Si	1.2471	6.6338	26.4697
Si	6.8193	6.8219	26.5116
Si	4.1232	9.57	26.614
Si	9.4643	9.5369	26.6049
Si	2.6939	0.0404	27.9427
Si	8.1378	0.0284	27.8887
Si	-0.0831	2.8071	27.9739
Si	5.539	2.691	27.9344
Si	2.7071	5.4976	27.9583
Si	8.1448	5.5173	27.9748
Si	-0.0162	8.154	27.9126
Si	5.4985	8.1952	27.9173
Si	4.1018	1.3673	29.2992
Si	9.5708	1.3673	29.2992
Si	1.3673	4.1018	29.2992
Si	6.8362	4.1018	29.2992
Si	4.1018	6.8362	29.2992
Si	9.5708	6.8362	29.2992
Si	1.3673	9.5708	29.2992
Si	6.8362	9.5708	29.2992
Si	0	0	30.6665
Si	5.469	0	30.6665
Si	2.7345	2.7345	30.6665
Si	8.2035	2.7345	30.6665
Si	0	5.469	30.6665
Si	5.469	5.469	30.6665
Si	2.7345	8.2035	30.6665
Si	8.2035	8.2035	30.6665
Si	1.3673	1.3673	32.0337
Si	6.8362	1.3673	32.0337
Si	4.1018	4.1018	32.0337
Si	9.5708	4.1018	32.0337
Si	1.3673	6.8362	32.0337
Si	6.8362	6.8362	32.0337
Si	4.1018	9.5708	32.0337
Si	9.5708	9.5708	32.0337
Si	2.7345	0	0.6835
Si	8.2035	0	0.6835
Si	0	2.7345	0.6835
Si	5.469	2.7345	0.6835
Si	2.7345	5.469	0.6835
Si	8.2035	5.469	0.6835
Si	0	8.2035	0.6835
Si	5.469	8.2035	0.6835
Si	4.1018	1.3673	2.0507
Si	9.5708	1.3673	2.0507
Si	1.3673	4.1018	2.0507
Si	6.8362	4.1018	2.0507
Si	4.1018	6.8362	2.0507
Si	9.5708	6.8362	2.0507
Si	1.3673	9.5708	2.0507
Si	6.8362	9.5708	2.0507
Si	0	0	3.418
Si	5.469	0	3.418
Si	2.7345	2.7345	3.418
Si	8.2035	2.7345	3.418
Si	0	5.469	3.418
Si	5.469	5.469	3.418
Si	2.7345	8.2035	3.418
Si	8.2035	8.2035	3.418
Si	1.3963	1.324	4.7684
Si	6.8582	1.3441	4.8223
Si	4.1106	4.0994	4.732
Si	9.5964	4.0678	4.8115
Si	1.385	6.8311	4.777
Si	6.9224	6.814	4.7565
Si	4.1534	9.5456	4.835
Si	9.5362	9.5824	4.7358
Si	2.7274	-0.0434	6.1913
Si	8.2581	-0.0179	6.2183
Si	0.0648	2.6949	6.1532
Si	5.4777	2.7662	6.1105
Si	2.7994	5.4804	6.1208
Si	8.2419	5.4426	6.1808
Si	-0.046	8.2074	6.0413
Si	5.6978	8.2483	6.1479
Si	3.8923	1.6238	7.3954
Si	9.8458	1.1322	7.5125
Si	1.6836	3.8514	7.4137
Si	6.5908	4.3451	7.48
Si	4.4924	6.6502	7.2882
Si	9.4743	6.9953	7.4665
Si	1.0225	9.7458	7.4214
Si	7.3163	9.2947	7.6875
O	9.5277	6.9004	24.7443
O	3.8892	1.5908	25.2223
O	8.3669	8.0787	7.9899
O	2.7969	2.7437	7.8887
O	6.8584	4.0661	24.753
O	0.5558	13.4018	22.9178
O	5.4748	5.4809	7.9362
O	0.0052	-0.0159	7.9875
O	7.2181	3.6374	8.8155
O	7.0587	9.8729	9.2132
O	10.237	6.4053	8.7935
O	1.4681	8.7455	8.6546
O	5.4484	-0.11	10.9828
O	1.0512	4.4507	8.7853
O	9.1125	1.7625	8.8438
O	3.9041	7.686	8.3945
O	7.732	8.6601	23.8728
O	3.164	1.9992	22.4044
O	5.0914	5.662	23.7799
O	2.4425	3.6514	24.2377
O	6.829	1.0792	20.1357
O	-0.4082	4.7848	23.6281
O	1.4104	9.6523	25.9928
O	4.7596	10.9555	23.5891
Si	12.1655	0.3643	14.3303
Si	0.5136	8.0096	20.397
Si	4.9309	17.3631	22.3656
Si	-1.6007	12.5383	15.058
Si	-5.9226	1.3234	16.9119
Si	5.9551	9.5671	17.8584
Si	-6.7745	0.3273	10.1178
Si	2.0438	3.1007	22.7633
Si	0.7033	-1.1881	17.926
Si	4.1442	-1.681	13.9877
Si	4.8988	1.4041	13.859
Si	1.367	9.4802	22.9738
Si	-0.2163	3.5794	17.022
Si	1.7386	-2.4086	15.3518
Si	3.7235	0.4798	22.4018
Si	8.5624	7.0179	20.1057
Si	-3.2353	1.541	12.3536
Si	-1.6515	14.8848	19.8501
Si	6.3018	7.7506	12.8062
Si	13.4299	16.5841	20.9337
Si	-8.8518	12.3429	16.9966
Si	-2.4875	3.0058	9.6648
Si	1.3673	4.9205	12.2967
Si	-3.8931	8.5327	22.4145
Si	10.804	5.1425	9.6369
Si	-4.3429	2.4153	19.2707
Si	6.5795	6.7833	17.6968
Si	-4.0656	-0.8745	10.8233
Si	-0.8074	3.3556	22.8928
Si	6.0232	10.7172	20.6229
Si	3.4977	7.1141	12.0396
Si	2.8793	8.4373	9.3824
Si	-5.8558	4.9665	19.7328
Si	8.2032	7.1413	15.1099
Si	8.7208	9.9357	16.5894
Si	13.5304	2.0394	12.2223
Si	0.1608	5.8406	14.9498
O	1.7826	3.3987	11.9075
O	3.3811	-1.0403	9.8152
O	3.3472	8.7642	15.3049
O	9.5584	13.7842	16.1054
O	0.4744	5.5351	11.0843
O	3.4768	5.2059	19.7153
O	2.2647	11.7887	15.4799
O	-6.3138	1.0137	8.7267
O	12.9126	4.2984	21.6748
O	8.9195	2.6941	23.7794
O	-0.8471	-0.9938	17.4624
O	-9.852	9.6875	14.397
O	16.4987	7.8957	22.5503
O	5.4386	14.3334	19.8468
O	-2.0594	5.4564	20.2087
O	10.7873	11.9762	14.7216
O	-0.6258	14.7947	18.583
O	11.2211	-11.5145	23.8232
O	3.7711	2.404	13.2708
O	-5.6943	1.7679	15.385
O	5.1079	6.8176	12.1708
O	-2.3714	8.6646	15.5774
O	5.6434	27.5515	21.0991
O	8.6607	1.9261	13.6151
O	0.2262	4.9774	16.32
O	-1.166	3.3879	21.3045
O	7.664	7.266	18.7948
O	-5.2865	8.6999	13.956
O	-15.6836	-8.9339	17.7669
O	23.5144	0.8998	12.8716
O	1.4472	0.2434	17.9152
O	3.3029	8.5389	12.796
O	-3.0372	7.5522	21.4688
O	0.5035	4.9077	13.6687
O	-4.0316	9.9986	21.7637
O	-3.4238	20.8358	17.6431
O	4.5815	0.3076	21.0718
O	1.2996	6.583	20.3768
O	12.2647	-2.2461	16.8896
O	-16.264	8.0543	17.4043
O	-3.0151	11.01	11.6468
O	2.6907	-5.1139	12.5761
O	3.5756	12.752	17.4719
O	-2.3981	11.3191	15.7599
O	5.7452	5.5625	18.3682
O	2.219	8.4511	23.9029
O	-5.8681	-0.2983	17.0359
O	1.119	2.6748	17.0587
O	-2.942	14.1124	19.2872
O	-3.6148	17.3581	16.2943
O	2.4294	10.4735	22.3019
O	-4.0518	-2.3233	11.5626
O	-4.7219	1.6042	12.9698
O	7.9117	2.5846	11.1304
O	22.9159	20.0764	19.3778
O	9.5896	6.3826	14.8607
O	7.4572	7.0072	13.659
O	-8.1194	7.4	10.6069
O	-1.3506	4.119	9.865
O	5.7064	-1.2712	19.4441
O	15.208	-0.0939	13.7721
O	0.5684	8.6174	21.8851
O	-0.9934	-3.1385	19.909
O	12.1589	-3.8691	14.9085
O	-7.577	6.5093	21.9974
O	3.227	1.39	10.8865

Results
free energy: -55386.563 eV
free energy less fixed offsets of O -447.96, Si -113.29 eV per atom: -2.593 eV
gap between the highest filled and lowest empty level on this k mesh: 1.192 eV

The program warned: the cutoff lies below the one the program advises for these potential files; the forces do not sum to zero within the program's tolerance; the exchange-correlation potential is rough where the density is thin.
